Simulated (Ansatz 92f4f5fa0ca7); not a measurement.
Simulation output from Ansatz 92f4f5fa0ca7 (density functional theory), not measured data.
Periodic cell of 224 atoms, Si133O88H3, from a study of silicon, its oxide and their interface. The atomic structure is a simulated model.
Doubt: the cutoff is far below the 930 eV that the study's wrapper takes by default for these files, so forces and energies are approximate.
This geometry differs little from another in the collection (a relaxation step or a small displacement).

Settings
functional: PBE
potential files: Ansatz PAW
basis: plane waves
wave-function cutoff: 580 eV
density cutoff ratio: 5
exchange-correlation grid ratio: 1
k mesh: 1 x 1 x 1, Gamma-centred
self-consistency stop: 5e-08 eV per atom in the density residual
occupations: fixed
spin: none
net charge: -1 e, with a uniform compensating background and no finite-size correction

Cell vectors (angstrom)
a, 10.938, 0, 0
b, 0, 10.938, 0
c, 0, 0, 31.948

Atoms: element, x, y, z (angstrom)
Si, 0.301, 10.5424, 24.417
Si, 5.2245, 0.1445, 24.5445
Si, 2.9793, 2.3414, 24.5393
Si, 7.9358, 2.9272, 24.515
Si, 10.6309, 5.4221, 24.4595
Si, 5.7689, 5.2057, 24.456
Si, 2.5916, 8.3562, 24.5526
Si, 8.5301, 7.7738, 24.4311
Si, 1.3648, 1.227, 25.8117
Si, 6.8206, 1.3152, 25.8096
Si, 4.139, 4.0259, 25.7308
Si, 9.4804, 4.0251, 25.9173
Si, 1.3651, 6.6736, 25.6763
Si, 6.9048, 6.7546, 25.8143
Si, 4.0911, 9.5353, 25.9084
Si, 9.6121, 9.4384, 25.7197
Si, 2.7255, -0.0476, 27.2664
Si, 8.2441, -0.08, 27.0926
Si, 0.0073, 2.6508, 27.1465
Si, 5.47, 2.691, 27.195
Si, 2.7575, 5.3923, 27.0925
Si, 8.1943, 5.4328, 27.2818
Si, 0.0413, 8.0964, 27.1247
Si, 5.5189, 8.1478, 27.1545
Si, 4.0985, 1.3497, 28.5655
Si, 9.5755, 1.3037, 28.5126
Si, 1.3765, 4.0595, 28.4982
Si, 6.8224, 4.0553, 28.5769
Si, 4.1077, 6.7887, 28.4963
Si, 9.5984, 6.8102, 28.5535
Si, 1.361, 9.4914, 28.5436
Si, 6.8636, 9.5408, 28.5155
Si, 0.0152, -0.0404, 29.8924
Si, 5.4909, -0.0194, 29.8917
Si, 2.7356, 2.7323, 29.9041
Si, 8.2198, 2.7007, 29.8952
Si, 0.0291, 5.4401, 29.8924
Si, 5.4684, 5.4511, 29.9033
Si, 2.7566, 8.1672, 29.8935
Si, 8.2261, 8.1904, 29.8988
Si, 1.3673, 1.3673, 31.2643
Si, 6.8362, 1.3673, 31.2643
Si, 4.1018, 4.1018, 31.2643
Si, 9.5708, 4.1018, 31.2643
Si, 1.3673, 6.8362, 31.2643
Si, 6.8362, 6.8362, 31.2643
Si, 4.1018, 9.5708, 31.2643
Si, 9.5708, 9.5708, 31.2643
Si, 2.7345, 0, 0.6835
Si, 8.2035, 0, 0.6835
Si, 0, 2.7345, 0.6835
Si, 5.469, 2.7345, 0.6835
Si, 2.7345, 5.469, 0.6835
Si, 8.2035, 5.469, 0.6835
Si, 0, 8.2035, 0.6835
Si, 5.469, 8.2035, 0.6835
Si, 4.1015, 1.3851, 2.0695
Si, 9.5321, 1.4123, 2.0341
Si, 1.3475, 4.1271, 2.0452
Si, 6.8191, 4.1098, 2.0573
Si, 4.1149, 6.8431, 2.0573
Si, 9.5655, 6.8567, 2.0625
Si, 1.3819, 9.5593, 2.0278
Si, 6.8174, 9.5983, 2.0529
Si, -0.0033, 0.0265, 3.3093
Si, 5.4856, 0.0425, 3.4707
Si, 2.7339, 2.7979, 3.4015
Si, 8.1652, 2.7633, 3.4544
Si, -0.0018, 5.4968, 3.4478
Si, 5.4887, 5.5028, 3.4379
Si, 2.7729, 8.2447, 3.4337
Si, 8.1888, 8.2516, 3.4061
Si, 1.3778, 1.3431, 4.6427
Si, 6.7746, 1.4586, 4.9007
Si, 4.0614, 4.1925, 4.8023
Si, 9.5001, 4.1736, 4.8089
Si, 1.3647, 6.9327, 4.7925
Si, 6.9068, 6.8475, 4.8032
Si, 4.1278, 9.6176, 4.8565
Si, 9.5356, 9.7034, 4.6903
Si, 2.7263, 0.1053, 6.1481
Si, 8.2116, 0.0623, 6.1977
Si, -0.0392, 2.6775, 5.9447
Si, 5.477, 2.9451, 6.2302
Si, 2.7084, 5.6129, 6.2139
Si, 8.2019, 5.5017, 6.295
Si, -0.0012, 8.4038, 6.0261
Si, 5.5342, 8.2145, 6.1697
Si, 3.771, 1.8162, 7.3976
Si, 9.8301, 1.23, 7.4858
Si, 1.4237, 3.9017, 7.2384
Si, 6.618, 4.4212, 7.7757
Si, 4.3463, 6.7332, 7.5788
Si, 9.5211, 7.1854, 7.3959
Si, 1.1175, 9.919, 7.4429
Si, 7.1946, 9.2981, 7.4868
O, 9.6217, 6.6151, 23.8954
O, 4.1128, 1.2522, 24.0044
O, 8.365, 8.2227, 8.0238
O, 2.5754, 2.8873, 7.839
O, 6.8498, 4.0613, 23.9408
O, 1.4625, 9.4349, 24.0161
O, 5.418, 5.6245, 8.1139
O, 0.0095, 0.1008, 7.9786
H, 6.5813, 9.8671, 8.7244
O, 10.6532, 6.8218, 8.6034
O, 1.7212, 9.2453, 8.8329
O, 4.226, 1.2985, 8.892
O, 0.3658, 4.258, 8.4672
O, 9.2603, 1.9721, 8.8701
O, 3.7529, 7.5301, 8.9238
H, 7.9507, 8.344, 23.181
H, 8.5917, 2.3354, 23.3092
O, 5.257, 5.9688, 23.0738
O, 2.2451, 2.84, 23.1519
O, 10.687, 0.1085, 22.9291
O, 0.0459, 4.3844, 23.1979
O, 3.4364, 7.9138, 23.2089
O, 5.9058, 10.3912, 23.1999
Si, 9.5689, 9.3141, 14.976
Si, 2.4449, 4.9701, 11.5882
Si, 0.8495, 0.7, 14.6898
Si, 10.0469, 9.9339, 18.8665
Si, 6.8189, 0.3976, 11.6466
Si, 9.5667, 7.1835, 12.7035
Si, 2.0421, 9.2047, 17.9486
Si, 2.9664, 8.7092, 9.733
Si, 4.1761, 2.5002, 16.8525
Si, 4.5045, 7.1551, 22.2533
Si, 10.8723, 5.3446, 16.7592
Si, 2.6162, 6.3733, 17.8804
Si, 0.9687, 2.5554, 17.259
Si, 5.7361, 6.6052, 16.9682
Si, 8.5996, 4.7235, 11.4607
Si, 11.0047, 5.4907, 9.4812
Si, 3.0986, 0.1111, 20.2006
Si, 1.637, 7.5754, 12.4475
Si, 5.7177, 9.8866, 21.6643
Si, 1.3649, 1.8979, 11.7551
Si, 0.2605, 0.5519, 21.4433
Si, 2.6899, 9.4424, 14.8168
Si, 8.9375, 3.3059, 15.5554
Si, 1.0289, 3.4598, 22.2744
Si, 9.3532, 1.8599, 10.499
Si, 5.5811, 8.7834, 14.9938
Si, 6.805, 8.3048, 12.2814
Si, 3.0418, 5.0661, 20.5006
Si, 9.3987, 1.6345, 18.2399
Si, 7.9414, 0.9077, 14.4214
Si, 5.9536, 4.2968, 15.1137
Si, 7.0041, 0.9119, 19.7825
Si, 5.5677, 5.4849, 12.104
Si, 4.6592, 2.6991, 19.7621
Si, 4.0292, 0.616, 10.3369
Si, 6.044, 0.2775, 16.7782
Si, 8.7278, 7.6631, 17.595
O, 0.1152, 1.7629, 18.4367
O, 6.0143, 9.6758, 16.2833
O, 1.4876, 5.5484, 10.3543
O, 6.9543, 4.9131, 11.3932
O, 3.3956, 1.6721, 19.8565
O, 7.1163, 7.2291, 17.6841
O, 6.9519, 1.0586, 13.1463
O, 5.7011, 7.129, 11.9527
O, 5.4164, 1.0368, 11.1102
O, 10.2657, 10.6652, 20.3343
O, 8.9884, 8.7197, 16.3756
O, 1.8773, 3.4631, 11.9088
O, 0.585, 1.8532, 15.8242
O, 8.9019, 2.7104, 17.1056
O, 8.8487, 3.1169, 11.4342
O, 4.9411, 3.066, 18.1869
O, 2.3624, 11.0339, 14.758
O, 7.0728, 1.061, 15.7958
O, 9.5812, 5.2567, 10.2639
O, 2.5865, 2.6179, 17.1833
O, 1.4526, 6.0999, 16.6678
O, 2.1577, 7.7401, 18.6335
O, 5.9896, 2.028, 20.408
O, 9.1735, 8.5293, 18.9382
O, 3.6203, 6.4856, 21.0488
O, 0.8108, 1.3636, 13.2071
O, 2.157, 6.0506, 12.8038
O, 8.4203, 1.7461, 19.5684
O, 1.8276, 8.4986, 13.7914
O, 2.6615, 1.0824, 11.1528
O, 9.2402, 10.9809, 17.8761
O, 6.9702, 10.5371, 20.7858
O, 9.1737, 2.0023, 14.5448
O, 10.9985, 7.4806, 11.9858
O, 6.7316, 8.5829, 13.886
O, 6.4721, 0.3646, 18.3362
O, 0.3834, 4.0346, 17.5976
O, 9.1807, 5.5742, 12.7744
O, 8.543, 10.35, 14.2701
O, 8.2575, 0.6787, 10.8915
O, 2.4485, 8.1797, 11.1876
O, 4.2347, 9.3493, 14.3063
O, 6.5472, 9.7229, 11.5526
O, 5.6033, 8.2401, 21.6558
O, 9.7397, 7.9168, 14.1509
O, 8.3266, 7.8596, 11.8844
O, 2.5243, 5.172, 18.9588
O, 1.7726, 0.0263, 21.1254
O, 1.7172, 4.5206, 21.2534
O, 10.9648, 1.6765, 10.823
O, 10.0169, 4.5786, 15.514
O, 4.297, 4.0269, 20.6066
O, 5.5646, 5.017, 13.6953
O, 0.4993, 9.6577, 18.0756
O, 4.2625, 6.5352, 17.694
O, 3.9703, 9.9416, 10.1025
O, 2.5209, 9.0048, 16.3924
O, 2.9558, 10.2673, 18.7696
O, 7.4742, 3.7304, 14.9545
O, 5.3208, 7.3192, 15.581
O, 10.9022, 10.2781, 15.0412
O, 4.3208, 10.4157, 21.0326
O, 4.5564, 0.9279, 16.6381
O, 4.706, 3.2856, 15.5075
O, 9.7632, 6.3711, 17.4254
O, 0.2541, 2.2191, 21.4836
O, 6.1681, 5.1328, 16.4954
O, 4.1187, 4.9912, 11.4311

Results
free energy: -134636.326 eV
free energy less fixed offsets of H -15.97, O -568.88, Si -635.61 eV per atom: 9.154 eV

Forces (eV/angstrom), in the order of the atoms: element, x, y, z
Si, -0.0132, -0.0187, -0.1442
Si, 0.041, -0.0056, -0.1096
Si, -0.0015, 0.0047, -0.1163
Si, -0.011, -0.0113, -0.0314
Si, 0.0026, -0.0305, -0.0725
Si, -0.0031, -0.0045, -0.1072
Si, 0.0119, -0.007, -0.082
Si, 0.0171, 0.0132, -0.0516
Si, -0.0094, 0.0264, 0.0319
Si, 0.008, 0.0014, 0.0117
Si, -0.0007, 0.0019, 0.0366
Si, 0.0097, -0.0043, 0.0011
Si, 0.0038, 0.0029, 0.0188
Si, -0.0042, 0.0098, 0.0224
Si, 0.0016, -0.0153, 0.0195
Si, -0.0164, 0.0039, 0.0215
Si, 0.0066, -0.0137, -0.0694
Si, -0.0055, 0.0009, 0.0265
Si, 0.0086, 0.0185, 0.0247
Si, 0.0219, 0.0091, -0.0592
Si, 0.0064, 0.0115, 0.0268
Si, -0.0123, -0.022, -0.0712
Si, 0.0281, 0.0171, -0.0293
Si, -0.0143, -0.0103, 0.0232
Si, -0.0031, 0.0357, 0.0706
Si, 0.0158, -0.049, -0.0181
Si, 0.0104, -0.0254, -0.0504
Si, -0.0479, -0.0041, 0.0448
Si, 0.0192, -0.0339, -0.0329
Si, 0.0341, 0.0295, 0.0555
Si, -0.0251, -0.0712, 0.0371
Si, 0.04, -0.0069, -0.0447
Si, -0.0401, 0.0376, 0.0241
Si, -0.006, 0.0005, 0.0158
Si, 0.0033, -0.0044, 0.0175
Si, 0.0108, -0.0007, 0.034
Si, -0.021, 0.004, 0.0125
Si, -0.0199, 0.0123, 0.0215
Si, -0.004, 0.0162, 0.0095
Si, -0.0196, 0.0092, 0.024
Si, -0.0305, -0.1137, -0.0324
Si, 0.0659, -0.1001, 0.0138
Si, -0.0708, -0.0125, 0.1203
Si, 0.0942, -0.1176, -0.1088
Si, 0.1059, -0.167, -0.0073
Si, 0.0364, -0.0246, -0.0454
Si, 0.0941, -0.0951, -0.1002
Si, 0.0288, 0.0015, 0.1278
Si, 0.095, 0.1375, 0.0244
Si, -0.1307, 0.0947, -0.0439
Si, -0.1433, 0.173, -0.0925
Si, -0.0356, -0.0152, -0.0083
Si, -0.0213, 0.1192, 0.0804
Si, -0.0163, 0.0247, 0.1194
Si, -0.0001, -0.1056, -0.0764
Si, -0.0416, 0.1505, 0.011
Si, 0.0242, 0.0029, -0.0038
Si, 0.0512, -0.0046, 0.0508
Si, -0.0032, -0.0174, -0.0076
Si, -0.0137, -0.0052, -0.0012
Si, -0.0128, 0.0279, 0.0413
Si, 0.0104, -0.0109, -0.0026
Si, -0.0087, -0.0061, 0.0077
Si, -0.0058, 0.0046, -0.0124
Si, -0.0144, -0.0344, -0.1207
Si, -0.056, 0.0625, 0.0425
Si, 0.0703, 0.0058, -0.0542
Si, -0.0519, 0.0178, 0.0584
Si, -0.0556, 0.0727, 0.0417
Si, 0.0152, -0.0152, 0.0104
Si, 0.0241, 0.032, 0.016
Si, 0.0253, -0.044, -0.047
Si, -0.0392, 0.0621, 0.0694
Si, 0.069, -0.063, -0.113
Si, 0.0185, 0.0021, -0.0005
Si, 0.0467, -0.0125, -0.0437
Si, 0.0105, -0.0285, -0.0547
Si, -0.0202, -0.0389, 0.0247
Si, -0.0015, -0.0385, -0.0592
Si, -0.0373, 0.0565, 0.0144
Si, 0.0667, -0.0555, -0.1181
Si, -0.0322, 0.0008, 0.0126
Si, 0.0071, 0.0209, -0.0037
Si, 0.0212, 0.1405, -0.0473
Si, -0.0183, -0.1204, 0.06
Si, -0.0773, 0.0217, -0.1446
Si, 0.0077, -0.0951, -0.0731
Si, 0.0782, -0.008, 0.0365
Si, -0.0424, 0.1137, 0.3355
Si, -0.0291, 0.0377, 0.0859
Si, -0.0131, 0.0365, -0.0224
Si, -0.0156, -0.1102, 0.3922
Si, -0.1841, 0.2814, -0.0142
Si, 0.013, 0.0628, 0.2607
Si, -0.0101, 0.0466, 0.2656
Si, -0.0516, 0.0313, 0.0136
O, -0.0023, -0.0012, 0.01
O, -0.0239, 0.019, 0.0217
O, 0.0492, -0.0911, -0.0796
O, 0.0416, -0.0006, -0.0413
O, -0.0112, 0.0215, 0.005
O, -0.0022, 0.0054, 0.0174
O, 0.1981, -0.2498, -0.0366
O, 0.0317, -0.0669, -0.0375
H, 0.0074, 0.0092, -0.0155
O, -0.0662, 0.0339, -0.1198
O, -0.0739, 0.0542, -0.1268
O, -0.0181, 0.039, -0.2255
O, 0.0118, -0.0148, -0.0263
O, 0.0297, -0.0294, -0.0977
O, -0.0113, -0.0133, -0.0366
H, -0.0034, -0.0031, 0.0121
H, 0.0049, -0.0008, 0.0124
O, 0.0333, -0.0458, 0.0719
O, 0.0376, -0.0267, 0.0677
O, 0.0051, -0.022, 0.1162
O, -0.0264, 0.0466, 0.0451
O, -0.0423, 0.0267, 0.0595
O, -0.0208, 0.0269, 0.0851
Si, -0.0003, 0.0054, -0.0693
Si, 0.0254, -0.0108, -0.0612
Si, -0.0016, -0.0077, -0.0584
Si, -0.0132, -0.0141, -0.0297
Si, -0.0065, -0.0037, -0.0815
Si, -0.0106, -0.0126, -0.0772
Si, -0.0004, -0.0166, -0.0367
Si, 0.0644, -0.0161, 0.0192
Si, 0.0016, 0.0015, -0.0535
Si, -0.003, 0.0093, -0.0489
Si, -0.0109, -0.0074, -0.035
Si, 0.0087, 0.0154, -0.0391
Si, -0.0039, 0.0006, -0.03
Si, 0.002, -0.007, -0.0374
Si, -0.0424, -0.0152, -0.123
Si, 0.0001, -0.029, 0.0222
Si, -0.0023, 0.0039, -0.0178
Si, -0.0102, -0.0105, -0.0707
Si, -0.0046, 0.0174, -0.0471
Si, -0.0101, 0.0067, -0.0742
Si, 0.0138, -0.0169, -0.0684
Si, 0.0078, 0.0124, -0.0698
Si, -0.0108, -0.0012, -0.0652
Si, 0.0027, -0.0017, -0.0527
Si, -0.0289, 0.01, 0.0114
Si, 0.0049, -0.0047, -0.063
Si, -0.0041, -0.0048, -0.0822
Si, 0.006, -0.0141, -0.0255
Si, 0.0124, 0.0118, -0.0292
Si, 0.0065, 0.004, -0.069
Si, 0.0055, 0.0068, -0.0666
Si, 0.0065, 0.0173, -0.0273
Si, 0.0279, -0.0053, -0.0784
Si, 0.0127, -0.0048, -0.0156
Si, 0.0119, -0.0336, 0.0245
Si, 0.0011, -0.0044, -0.0573
Si, -0.0008, -0.0039, -0.0291
O, -0.0046, -0.0071, 0.007
O, -0.0004, 0.008, 0.0217
O, -0.0182, 0.0017, 0.0138
O, -0.0203, 0.0158, 0.0773
O, -0.0081, -0.0102, -0.0045
O, 0.0079, 0.0064, 0.0058
O, 0.0022, -0.0014, 0.0394
O, -0.0013, 0.0009, 0.0322
O, -0.0282, 0.0078, 0.0233
O, 0.0203, 0.027, 0.0366
O, -0.0046, -0.005, 0.0329
O, -0.0029, 0.0004, 0.0374
O, 0.0002, 0.0085, 0.0307
O, 0.0033, -0.0142, 0.0296
O, 0.0201, -0.0139, 0.033
O, 0.0011, 0, 0.0346
O, -0.0004, -0.0035, 0.0268
O, -0.0101, -0.0032, 0.0349
O, 0.0601, 0.0202, 0.0042
O, 0.0056, 0.0002, 0.0128
O, 0.0111, 0.0043, 0.0212
O, 0.0009, 0.0018, 0.0003
O, -0.0025, -0.0009, -0.0073
O, 0.0051, 0.0124, -0.0003
O, 0.0243, 0.024, 0.0227
O, 0.0006, 0.0016, 0.0353
O, -0.0087, 0.0057, 0.0265
O, -0.0144, -0.0058, 0.0016
O, -0.0013, 0.0027, 0.0353
O, 0.0156, -0.006, 0.0231
O, 0.0008, -0.0057, 0.0131
O, -0.0185, -0.0282, 0.0148
O, 0.0015, 0.0016, 0.0332
O, 0.0078, 0.0063, 0.0399
O, -0.0024, 0.0004, 0.0404
O, 0.0103, 0.0055, 0.0375
O, 0.0048, -0.001, 0.0047
O, 0.0086, 0.0065, 0.0374
O, -0.0011, -0.0027, 0.0331
O, 0.0191, 0.0106, 0.0265
O, -0.0009, 0.0167, 0.0119
O, -0.0031, 0.0008, 0.0328
O, 0.0004, 0.0075, 0.0435
O, -0.0123, -0.0166, 0.0017
O, 0.0051, 0.006, 0.0326
O, 0.0021, 0.0018, 0.036
O, 0.0038, -0.0164, 0.0378
O, -0.0237, 0.0064, 0.0057
O, -0.0278, -0.0261, 0.0209
O, -0.0082, -0.0022, 0.0213
O, 0.008, 0.0042, 0.0277
O, -0.0104, 0.0173, -0.0018
O, -0.004, -0.0019, 0.0395
O, -0.0049, 0.003, 0.0078
O, -0.016, -0.0038, 0.0118
O, -0.0269, -0.0019, 0.0113
O, -0.0065, -0.0015, 0.0415
O, 0.0109, 0.0208, 0.0234
O, 0.0024, -0.001, 0.0272
O, -0.0006, -0.0013, 0.0324
O, 0.0004, -0.0019, 0.0266
O, 0.0272, -0.0164, 0.0065
O, -0.0026, 0.0012, 0.018
O, -0.0081, -0.0098, 0.0358
O, -0.0054, 0.0072, 0.0104
O, 0.0103, 0.0184, 0.0079
O, -0.0017, 0.0111, 0.019
O, -0.0146, 0.0023, 0.0317

The program warned: the cutoff lies below the one the program advises for these potential files; the forces do not sum to zero within the program's tolerance; the exchange-correlation potential is rough where the density is thin.
